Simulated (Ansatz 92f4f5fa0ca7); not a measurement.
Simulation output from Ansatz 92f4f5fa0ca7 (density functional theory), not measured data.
Periodic cell of 244 atoms, Si164O80, from a study of silicon, its oxide and their interface. The atomic structure is a simulated model.
Doubt: the cutoff is far below the 930 eV that the study's wrapper takes by default for these files, so forces and energies are approximate.

Settings
functional: PBE
potential files: Ansatz PAW
basis: plane waves
wave-function cutoff: 580 eV
density cutoff ratio: 5
exchange-correlation grid ratio: 1
k mesh: 1 x 1 x 1, Gamma-centred
self-consistency stop: 5e-08 eV per atom in the density residual
occupations: fixed
spin: none
net charge: 0

Cell vectors (angstrom)
a	10.938	0	0
b	0	10.938	0
c	0	0	37.1663

Atoms: element, x, y, z (angstrom)
Si	0	0	0.683
Si	5.469	0	0.683
Si	2.7345	2.7345	0.683
Si	8.2035	2.7345	0.683
Si	0	5.469	0.683
Si	5.469	5.469	0.683
Si	2.7345	8.2035	0.683
Si	8.2035	8.2035	0.683
Si	1.3673	1.3673	2.0503
Si	6.8362	1.3673	2.0503
Si	4.1018	4.1018	2.0503
Si	9.5708	4.1018	2.0503
Si	1.3673	6.8362	2.0503
Si	6.8362	6.8362	2.0503
Si	4.1018	9.5708	2.0503
Si	9.5708	9.5708	2.0503
Si	2.7345	0	35.1148
Si	8.2035	0	35.1148
Si	0	2.7345	35.1148
Si	5.469	2.7345	35.1148
Si	2.7345	5.469	35.1148
Si	8.2035	5.469	35.1148
Si	0	8.2035	35.1148
Si	5.469	8.2035	35.1148
Si	4.1018	1.3673	36.4821
Si	9.5708	1.3673	36.4821
Si	1.3673	4.1018	36.4821
Si	6.8362	4.1018	36.4821
Si	4.1018	6.8362	36.4821
Si	9.5708	6.8362	36.4821
Si	1.3673	9.5708	36.4821
Si	6.8362	9.5708	36.4821
Si	-0.2791	0.3466	26.8953
Si	5.7827	-0.3851	27.1796
Si	2.5842	3.0745	26.9119
Si	8.8817	2.1116	26.8231
Si	0.3886	5.2845	26.8943
Si	5.1394	6.139	27.07
Si	3.5066	7.8307	27.1494
Si	8.0386	8.4303	27.0021
Si	1.4325	1.395	28.1925
Si	7.0168	1.368	28.1573
Si	4.21	4.2406	28.2025
Si	9.6934	4.0032	28.0963
Si	1.5596	6.8728	28.2434
Si	6.9126	6.8781	28.3816
Si	4.3231	9.4637	28.6265
Si	9.6436	9.6353	28.2808
Si	2.7987	0.014	29.6285
Si	8.256	0.0177	29.6951
Si	0.0821	2.7522	29.6273
Si	5.5935	2.7792	29.4939
Si	2.8348	5.4755	29.6927
Si	8.3156	5.384	29.5323
Si	0.1207	8.2327	29.5718
Si	5.6575	8.1332	29.9324
Si	4.1917	1.4225	30.9244
Si	9.6441	1.3966	31.0229
Si	1.4254	4.1137	31.0202
Si	6.9156	4.0949	30.9581
Si	4.1578	6.8028	31.1292
Si	9.6577	6.8183	30.9123
Si	1.4225	9.5936	31.0124
Si	6.9566	9.6141	31.1491
Si	0.0456	0.0069	32.3867
Si	5.4959	0.0494	32.3848
Si	2.7989	2.7291	32.3599
Si	8.246	2.7439	32.3742
Si	0.0365	5.481	32.365
Si	5.5478	5.4217	32.4063
Si	2.7626	8.216	32.4042
Si	8.3142	8.1662	32.3892
Si	1.4027	1.3855	33.7401
Si	6.8612	1.3972	33.7525
Si	4.1265	4.1006	33.7549
Si	9.5929	4.1236	33.74
Si	1.379	6.8506	33.7517
Si	6.8777	6.8436	33.7476
Si	4.1256	9.6004	33.7475
Si	9.6097	9.5831	33.7558
Si	2.7065	-0.0219	3.391
Si	8.1709	-0.0129	3.422
Si	-0.0253	2.7247	3.4145
Si	5.4522	2.7249	3.4189
Si	2.7045	5.4523	3.4198
Si	8.1849	5.456	3.3899
Si	-0.0304	8.1793	3.4126
Si	5.4401	8.1925	3.4129
Si	4.0662	1.3298	4.7505
Si	9.5346	1.3652	4.7799
Si	1.2825	4.1296	4.7911
Si	6.794	4.1458	4.7632
Si	4.0692	6.8235	4.7782
Si	9.5296	6.7995	4.7683
Si	1.3056	9.5857	4.7517
Si	6.7496	9.5946	4.789
Si	-0.0783	-0.0345	6.1578
Si	5.3646	-0.0076	6.2174
Si	2.6539	2.6879	6.0459
Si	8.1659	2.7836	6.0993
Si	-0.0905	5.4742	6.2292
Si	5.4364	5.4859	6.1778
Si	2.6573	8.2001	6.0856
Si	8.1026	8.152	6.0633
Si	1.3171	1.3628	7.4674
Si	6.752	1.4925	7.4549
Si	4.0031	4.0286	7.392
Si	9.4489	4.0807	7.6234
Si	1.2832	6.9464	7.5328
Si	6.7706	6.9268	7.5622
Si	3.9428	9.4944	7.5595
Si	9.4251	9.4726	7.4452
Si	2.5424	-0.0553	8.893
Si	8.0588	-0.0136	8.6517
Si	-0.0604	2.63	8.9132
Si	5.3297	2.7864	8.9126
Si	2.7096	5.4742	8.6638
Si	8.0383	5.5297	9.0034
Si	-0.1472	8.2711	8.9856
Si	5.3546	8.2212	9.0262
Si	4.3924	0.8856	10.0443
Si	9.7532	0.8522	10.0231
Si	1.1815	4.3409	10.0198
Si	6.1815	4.6389	10.192
Si	4.3894	6.295	10.104
Si	9.7575	6.5625	10.3477
Si	0.6101	10.1721	10.202
Si	6.213	10.2515	10.0142
O	10.8264	5.3033	10.3905
O	3.6109	-4.4464	11.5866
O	8.8662	12.2546	11.3784
O	0.8517	9.6819	11.8019
O	6.3104	4.767	17.288
O	3.7998	12.0379	11.5849
O	12.9648	4.2518	11.4737
O	-4.0737	10.3846	11.5753
O	13.2221	-1.0565	25.0005
O	5.6807	6.2012	25.4858
O	6.9114	9.5366	26.4395
O	1.4786	4.1705	26.2808
O	10.7689	6.0833	25.5605
O	3.2706	2.3867	25.565
O	5.8588	13.1572	24.708
O	8.4829	2.4347	25.2247
Si	6.2011	1.445	17.2216
Si	3.5551	6.0941	19.0737
Si	8.9419	4.6102	19.9707
Si	-0.3445	6.4058	13.2059
Si	9.147	11.8182	14.4583
Si	2.9134	8.411	17.0194
Si	7.2598	13.4345	21.1438
Si	6.5914	3.7222	12.3269
Si	7.2979	13.7742	24.1977
Si	1.9743	1.1786	20.3375
Si	8.3143	9.7233	21.8199
Si	3.7924	9.4303	25.4018
Si	4.5635	12.1779	21.8138
Si	12.8243	0.2087	17.4363
Si	11.4081	3.4179	21.3984
Si	16.5109	9.3871	22.8417
Si	4.3213	2.7212	24.384
Si	-3.1577	4.075	17.0847
Si	0.6612	-0.833	24.9759
Si	4.6102	6.8696	21.718
Si	4.8565	4.005	17.2858
Si	7.9132	0.1873	19.3008
Si	9.9735	7.2863	24.8013
Si	2.462	5.5947	12.3475
Si	9.8842	7.0757	21.7469
Si	0.4439	8.3455	15.4358
Si	-1.8299	3.9499	14.2904
Si	7.4606	11.8117	12.122
Si	0.748	10.4553	13.2371
Si	5.7191	5.3166	24.1303
Si	12.659	6.1351	21.4315
Si	15.0281	3.9578	14.2045
Si	4.2083	-0.2105	15.6005
Si	9.9399	10.4929	16.9972
Si	3.3203	1.0666	13.1234
Si	10.7497	11.6459	22.3485
O	10.3513	8.9663	16.565
O	9.2301	-0.3275	18.4674
O	-0.6132	4.8918	13.7679
O	1.9948	12.0806	18.7338
O	9.583	6.7209	23.3145
O	3.8004	2.0707	22.9856
O	4.9961	8.4516	21.63
O	1.7867	2.7441	20.7282
O	6.6274	0.3355	18.3269
O	4.0785	9.1593	16.1111
O	3.5758	2.4806	13.8434
O	4.5965	10.7578	26.0044
O	2.1232	5.9534	19.8529
O	15.66	8.9123	24.1536
O	9.2896	8.5231	21.4181
O	16.5983	2.1549	20.9991
O	4.7342	6.2819	20.1987
O	-2.4391	4.5398	15.694
O	10.8888	8.6461	24.7242
O	10.2888	3.7387	20.2597
O	1.7159	11.7505	13.1963
O	3.8102	15.6511	18.2827
O	7.2147	9.2737	22.953
O	9.5578	6.8721	12.0032
O	3.5859	7.3418	18.0298
O	8.9148	11.1309	15.9145
O	1.1694	6.5372	12.617
O	2.1593	9.5925	17.8799
O	9.2187	6.0699	20.6432
O	8.71	4.5539	18.3478
O	5.3285	10.9429	22.5053
O	11.4952	18.1961	21.528
O	14.0002	6.6191	22.235
O	6.3982	2.1129	11.9657
O	8.0281	3.9616	13.0649
O	7.5894	4.0291	20.696
O	4.0714	-0.122	13.9749
O	9.2662	10.972	22.2597
O	11.3952	0.1739	23.7219
O	7.4948	-0.8774	20.4489
O	3.0124	5.0858	13.7818
O	4.409	-6.6001	24.1642
O	-0.7549	10.9517	13.5599
O	10.4685	7.3644	14.5223
O	5.4825	4.2391	13.4085
O	0.3686	0.4373	16.8959
O	11.6837	0.3281	21.0365
O	9.6517	2.4321	14.562
O	5.6116	0.5425	15.9942
O	-5.9105	2.4496	17.7662
O	7.1106	4.458	24.1213
O	7.7123	11.6954	13.7234
O	2.9683	0.6284	16.2984
O	11.9825	4.7846	22.0829
O	1.738	7.6345	16.1605
O	7.6666	2.2762	22.7075
O	1.152	9.4662	14.47
O	7.4978	2.4403	16.9409
O	19.5725	-3.2756	25.6576
O	5.6542	6.1946	22.7617
O	8.1556	12.5453	20.0858
O	10.7215	13.292	22.4447
O	4.262	4.0795	15.7941
O	3.4321	0.6473	20.8187

Results
free energy: -149754.047 eV
free energy less fixed offsets of O -568.88, Si -635.61 eV per atom: -3.607 eV

Forces (eV/angstrom), in the order of the atoms: element, x, y, z
Si	0.0061	0.0542	0.0088
Si	-0.0287	0.0402	0.0051
Si	0.0219	0.0285	-0.0344
Si	0.0168	0.0499	-0.0276
Si	0.0277	0.0301	-0.0067
Si	0.0215	0.0569	0.0108
Si	0.0326	0.0799	-0.0164
Si	-0.0141	0.0532	-0.031
Si	-0.0722	0.1131	-0.0882
Si	-0.0372	0.0337	-0.0308
Si	-0.1673	-0.0705	0.0204
Si	-0.0848	-0.1217	-0.163
Si	-0.0403	-0.0142	-0.0454
Si	-0.0661	0.1268	-0.083
Si	-0.0971	-0.136	-0.1562
Si	-0.1854	-0.0516	0.0285
Si	0.0592	0.0498	0.0631
Si	0.0322	-0.0262	-0.0681
Si	0.1244	0.0594	-0.1059
Si	0.0615	-0.0075	0.1675
Si	0.0835	-0.0002	-0.0582
Si	0.1425	-0.0121	0.0984
Si	0.1357	0.0527	0.1638
Si	0.1483	0.0505	-0.117
Si	0.0132	-0.0571	0.0092
Si	-0.0211	-0.0601	-0.0189
Si	-0.0047	-0.0282	0.0087
Si	-0.0263	-0.0496	0.0024
Si	-0.0474	-0.0457	-0.0142
Si	-0.0174	-0.0322	0.0076
Si	0.0118	-0.0898	0.0111
Si	0.0077	-0.0335	0.014
Si	0.1131	-0.15	0.1315
Si	-0.1191	-0.2326	-0.5688
Si	-0.0801	-0.0421	-0.3751
Si	0.0212	-0.0128	-0.1961
Si	0.2184	0.1402	-0.3439
Si	0.0632	0.0334	-0.1641
Si	-0.4417	0.1791	0.0144
Si	0.0266	0.1125	-0.2947
Si	-0.0051	0.0508	0.0629
Si	-0.021	-0.0609	0.0039
Si	-0.1269	-0.0952	-0.16
Si	0.0833	0.0447	0.0693
Si	0.2367	-0.0449	-0.1635
Si	0.0791	0.0843	0.0916
Si	0.0208	-0.1268	0.2418
Si	-0.0633	0.1072	-0.074
Si	-0.0188	0.0564	-0.1126
Si	0.0598	-0.1114	-0.0323
Si	0.1302	-0.1333	0.0165
Si	-0.0394	-0.0424	-0.026
Si	-0.0643	0.2099	-0.0081
Si	0.0349	0.0588	-0.0588
Si	-0.0993	-0.0303	-0.0584
Si	-0.0645	0.0539	0.1737
Si	-0.0093	-0.0201	0.0016
Si	-0.043	0.0016	-0.0911
Si	0.0181	-0.0676	-0.0036
Si	0.0022	0.022	0.0355
Si	0.0805	-0.0759	0.0114
Si	0.0184	-0.0141	-0.0009
Si	0.0232	0.017	-0.0322
Si	0.0199	-0.0319	0.0137
Si	-0.0267	0.0065	-0.0361
Si	0.0451	-0.0382	-0.0094
Si	0.0059	0.0974	-0.0668
Si	0.0302	-0.0328	-0.0377
Si	0.0491	0.0063	-0.0408
Si	-0.1035	0.0179	-0.0025
Si	0.0459	0.0105	-0.0059
Si	0.005	0.0977	-0.0091
Si	-0.0023	-0.0436	0.0056
Si	-0.0185	0.0242	-0.0021
Si	0.043	-0.0329	0.0078
Si	-0.0456	-0.0026	0.0124
Si	-0.0052	0.0258	-0.004
Si	-0.0384	0.0037	-0.029
Si	-0.0548	-0.011	0.0034
Si	0.0423	-0.0671	0.0124
Si	0.0087	0.0073	0.0228
Si	0.0152	0.0392	0.0315
Si	-0.0149	0.0026	0.0175
Si	0.0291	0.0124	0.0242
Si	0.0357	0.0187	0.0186
Si	-0.0045	-0.025	-0.0038
Si	0.0377	0.0165	0.0084
Si	-0.0204	0.0196	0.0383
Si	-0.0477	-0.0129	0.0227
Si	-0.0382	-0.0014	0.0328
Si	0.05	-0.0439	0.0331
Si	0.0808	0.0026	0.019
Si	-0.0716	-0.0353	0.0164
Si	-0.0402	0.0011	0.0193
Si	0.0176	-0.0306	0.044
Si	0.0346	-0.0294	0.0377
Si	-0.021	-0.026	-0.0084
Si	-0.0298	0.0285	0.0141
Si	-0.0481	0.0728	-0.0469
Si	-0.0732	0.0236	0.0047
Si	0.0058	0.0099	0.1585
Si	-0.0329	-0.0435	0.01
Si	0.0124	0.0053	-0.0352
Si	0.0618	0.0763	-0.0407
Si	-0.0546	-0.0587	0.0032
Si	-0.0151	0.1891	-0.04
Si	0.1495	-0.1113	-0.0413
Si	0.0477	0.1311	0.0608
Si	-0.0909	0.0589	-0.0946
Si	-0.0704	-0.112	0.1427
Si	0.0075	-0.0269	0.039
Si	0.0885	-0.05	-0.1512
Si	0.0726	0.1309	-0.0018
Si	-0.1171	-0.0401	-0.118
Si	-0.0186	0.0818	-0.0121
Si	0.0452	0.0074	-0.199
Si	-0.0149	0.0488	-0.1565
Si	0.0778	-0.0215	0.0194
Si	0.0287	-0.0582	-0.0888
Si	-0.0033	-0.0132	-0.0275
Si	-0.6221	0.3556	0.2222
Si	-0.357	0.533	0.1274
Si	-0.0527	0.0248	0.4864
Si	0.0913	-0.0819	-0.0571
Si	-0.1324	0.2085	0.2521
Si	0.0068	-0.1548	0.3822
Si	0.3772	-0.6751	0.2649
Si	0.4244	-0.5482	0.1012
O	0.0327	0.0795	-0.2573
O	0.1131	-0.0864	-0.1802
O	0.1505	-0.1637	-0.0603
O	-0.14	0.1707	-0.3441
O	0.0216	0.0105	-0.0075
O	0.2507	-0.1256	-0.2038
O	-0.0688	-0.0099	-0.275
O	-0.1806	0.2232	-0.076
O	-0.2082	0.1754	-0.0492
O	-0.0225	-0.0766	0.2003
O	0.0242	0.0111	0.5916
O	-0.0002	-0.0558	0.6507
O	-0.0454	-0.0544	0.0678
O	-0.0411	-0.0438	0.2472
O	0.0197	-0.1608	0.1439
O	0.0854	-0.0987	0.3723
Si	0.0428	-0.0913	0.1684
Si	0.0716	-0.0028	0.0952
Si	0.0487	-0.0279	-0.0578
Si	-0.0301	-0.0549	0.1904
Si	0.1796	0.0104	0.1743
Si	-0.0682	-0.0215	0.1154
Si	-0.0696	0.0145	-0.2657
Si	-0.0955	0.1479	0.0964
Si	-0.0536	-0.0494	-0.252
Si	0.0676	-0.0478	-0.0365
Si	-0.1215	-0.0782	-0.0664
Si	0.0075	-0.2942	0.2754
Si	0.0231	-0.1862	-0.2603
Si	-0.0498	0.0426	0.1089
Si	0.017	0.0732	-0.0223
Si	-0.0076	0.0065	-0.2367
Si	0.0112	0.1587	-0.1469
Si	0.0018	-0.0276	0.0664
Si	-0.0402	0.2325	0.0543
Si	-0.2358	0.1797	-0.1976
Si	-0.0442	0.0681	0.0979
Si	-0.016	-0.0784	-0.0892
Si	-0.0458	-0.0375	0.2029
Si	-0.0312	-0.1349	0.0307
Si	0.161	0.0645	-0.3223
Si	-0.0603	-0.0024	0.0826
Si	0.0268	-0.0699	0.0564
Si	0.2616	-0.0511	0.3478
Si	-0.0043	-0.0148	0.3685
Si	-0.1632	0.0622	-0.1311
Si	0.0446	0.0383	-0.0051
Si	0.1119	-0.0413	0.066
Si	-0.0833	0.0409	0.189
Si	0.0162	-0.0081	0.0803
Si	0.0305	-0.0188	0.0992
Si	-0.0937	0.0652	-0.1961
O	0.053	-0.0404	-0.0438
O	0.0187	0.0124	0.0018
O	0.0156	0.077	-0.1326
O	-0.018	0.0327	0.0309
O	-0.0413	0.0015	0.2523
O	-0.0007	0.0986	0.229
O	0.0222	-0.0201	0.0917
O	0.0083	0.0077	-0.03
O	-0.0287	0.0475	-0.0273
O	-0.0186	0.035	-0.0651
O	-0.0074	-0.0497	-0.009
O	0.1733	0.0012	-0.0463
O	-0.0266	-0.0042	-0.0503
O	0.0185	0.0761	-0.0055
O	0.0317	0.0055	0.0535
O	-0.0203	0.0618	0.1355
O	-0.009	0.0041	0.0682
O	-0.04	0.0142	-0.0172
O	0.063	-0.0113	-0.0802
O	0.0102	-0.0297	-0.0184
O	-0.0126	0.0563	-0.1168
O	0.0009	-0.0524	-0.0055
O	-0.008	-0.0085	0.1226
O	-0.0646	-0.0041	-0.455
O	0.0507	0.0445	-0.041
O	-0.0046	0.0591	-0.1696
O	0.1169	0.0686	0.0504
O	0.0226	-0.0372	-0.0521
O	-0.0406	0.018	0.083
O	0.0114	0.0002	-0.0581
O	0.0261	0.0433	0.0956
O	-0.0622	0.0049	0.0659
O	0.0099	-0.0299	0.0186
O	0.1	-0.0103	-0.0227
O	-0.1216	-0.0641	-0.1269
O	-0.0203	-0.0285	0.0908
O	0.0772	0.0086	-0.0802
O	0.0374	0.0705	0.0069
O	0.1082	-0.0792	0.0209
O	0.0168	0.0143	0.0488
O	-0.0809	0.1343	-0.048
O	-0.0017	-0.0122	0.026
O	-0.0112	0.0035	-0.1376
O	-0.0434	-0.0321	-0.135
O	0.0476	-0.0666	-0.0427
O	0.0222	-0.0009	0.0074
O	-0.0022	-0.0142	0.0837
O	-0.0792	0.0116	-0.0698
O	-0.0706	-0.0042	-0.1116
O	0.0386	0.0048	-0.0472
O	0.0685	0.0547	-0.0155
O	-0.1862	-0.0154	-0.2192
O	0.0908	-0.0472	-0.0954
O	-0.0203	-0.0273	0.0502
O	-0.0002	0.0657	-0.0373
O	0.0049	0.0364	0.2024
O	0.0664	0.0392	-0.0994
O	-0.0349	0.0033	-0.056
O	-0.1056	0.0252	0.1149
O	0.1574	-0.1424	0.2361
O	0.0236	0.0379	0.1284
O	0.009	-0.04	0.0335
O	-0.029	-0.0095	-0.1631
O	0.0179	0.043	0.0633

The program warned: the cutoff lies below the one the program advises for these potential files; the exchange-correlation potential is rough where the density is thin.
